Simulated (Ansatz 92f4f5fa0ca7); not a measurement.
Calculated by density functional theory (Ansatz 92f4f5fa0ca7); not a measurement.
Periodic cell of 234 atoms, Si146O88, from a study of silicon, its oxide and their interface. The atomic structure is a simulated model.
Doubt: the cutoff is low for norm-conserving oxygen, so forces and energies are approximate.
Doubt: the program's own warning below bears on the result.
This geometry differs little from another in the collection (a relaxation step or a small displacement).

Settings
functional: HSE06
potential files: SPMS norm-conserving
basis: plane waves
wave-function cutoff: 800 eV
density cutoff ratio: 4
exchange-correlation grid ratio: 1
k mesh: 1 x 1 x 1, Gamma-centred
occupations: fixed
spin: none
net charge: 0

Cell vectors (angstrom)
a 11.6015 0 0
b 0 10.938 0
c 0 0 32.8229

Atoms: element, x, y, z (angstrom)
Si -0.0256 -0.1793 24.3362
Si 3.5392 -0.0006 24.0766
Si 7.5629 -0.012 23.9591
Si 1.6869 1.4069 24.3648
Si 5.5808 1.2656 24.1051
Si 9.654 1.1796 24.2093
Si 0.0504 5.4062 24.2295
Si 3.8976 5.4409 23.853
Si 7.6871 5.3444 24.3073
Si 1.9293 6.827 23.9442
Si 5.861 6.8411 23.947
Si 9.6652 6.611 24.2112
Si 1.9144 2.8116 26.1812
Si 5.6746 2.6646 26.0554
Si 9.6029 2.6354 26.1199
Si -0.0551 4.0537 26.1539
Si 3.8429 4.1762 25.9729
Si 7.6427 3.9779 26.1848
Si 1.9503 8.0774 26.0209
Si 5.754 8.1949 25.9477
Si 9.599 8.1474 26.0319
Si -0.0127 9.3796 26.1667
Si 3.7951 9.545 26.01
Si 7.6901 9.5717 25.9626
Si -0.0082 -0.0342 27.9914
Si 3.8404 -0.0385 27.9757
Si 7.6925 -0.0271 27.9533
Si 1.9288 1.3397 28.0179
Si 5.7506 1.3378 27.9998
Si 9.6426 1.3072 28.0352
Si -0.0541 5.48 28.016
Si 3.8589 5.4669 27.9702
Si 7.6706 5.4558 28.0196
Si 1.9177 6.7911 27.9938
Si 5.7648 6.859 27.9479
Si 9.5989 6.8133 27.9914
Si 1.9336 2.7345 29.9236
Si 5.8008 2.7345 29.9236
Si 9.6679 2.7345 29.9236
Si 0 4.1018 29.9236
Si 3.8672 4.1018 29.9236
Si 7.7343 4.1018 29.9236
Si 1.9336 8.2035 29.9236
Si 5.8008 8.2035 29.9236
Si 9.6679 8.2035 29.9236
Si 0 9.5708 29.9236
Si 3.8672 9.5708 29.9236
Si 7.7343 9.5708 29.9236
Si 0 0 31.8572
Si 3.8672 0 31.8572
Si 7.7343 0 31.8572
Si 1.9336 1.3673 31.8572
Si 5.8008 1.3673 31.8572
Si 9.6679 1.3673 31.8572
Si 0 5.469 31.8572
Si 3.8672 5.469 31.8572
Si 7.7343 5.469 31.8572
Si 1.9336 6.8362 31.8572
Si 5.8008 6.8362 31.8572
Si 9.6679 6.8362 31.8572
Si 1.9336 2.7345 0.9679
Si 5.8008 2.7345 0.9679
Si 9.6679 2.7345 0.9679
Si 0 4.1018 0.9679
Si 3.8672 4.1018 0.9679
Si 7.7343 4.1018 0.9679
Si 1.9336 8.2035 0.9679
Si 5.8008 8.2035 0.9679
Si 9.6679 8.2035 0.9679
Si 0 9.5708 0.9679
Si 3.8672 9.5708 0.9679
Si 7.7343 9.5708 0.9679
Si -0.0131 0.0262 2.8832
Si 3.8998 0.0224 2.8928
Si 7.7463 0.0078 2.9356
Si 1.9647 1.3598 2.8707
Si 5.8278 1.402 2.8853
Si 9.6532 1.388 2.8859
Si 0.0198 5.5264 2.8517
Si 3.903 5.4953 2.9237
Si 7.7448 5.4931 2.9275
Si 1.973 6.83 2.8573
Si 5.8303 6.878 2.9418
Si 9.6545 6.8531 2.9348
Si 2.0296 2.7557 4.7609
Si 5.8484 2.8959 4.7199
Si 9.7138 2.855 4.7362
Si 0.0789 4.0921 4.6887
Si 3.9043 4.2386 4.9433
Si 7.7841 4.2568 4.9598
Si 1.9452 8.2339 4.7264
Si 5.8431 8.2869 4.8844
Si 9.6115 8.1397 4.9505
Si -0.0389 9.4557 4.6994
Si 3.8784 9.6015 4.8288
Si 7.7723 9.6712 4.9662
Si 0.0645 -0.1352 6.5489
Si 3.9687 0.0616 6.7423
Si 7.8954 0.388 6.7835
Si 1.9397 1.2679 6.5945
Si 5.7952 1.5352 6.5814
Si 9.9554 1.4688 6.579
Si 0.0504 5.3928 6.6132
Si 3.8429 5.785 6.9106
Si 7.6471 5.5307 7.1194
Si 1.8153 6.9379 6.6641
Si 5.8351 7.1238 6.9614
Si 9.8026 6.7824 7.0079
O 3.6842 5.124 8.4027
O 1.4706 7.8546 8.0058
O 1.5484 2.2259 7.8713
O 5.4505 2.6384 7.7711
O 11.5903 10.0271 8.01
O 7.2927 4.4453 8.3524
O 10.4269 2.3003 7.944
O 10.4085 7.6949 8.2813
O 4.1463 10.1881 8.1687
O 11.8412 4.5049 7.9906
O 5.8859 8.2361 8.2126
O 8.1397 10.8581 8.3521
O 7.3703 10.0493 22.5715
O 3.0521 10.0961 22.7157
O 9.6888 7.1616 22.6544
O 6.1088 7.7555 22.5713
O 7.6954 4.2074 23.1091
O 3.9379 4.3477 22.5913
O 10.2106 2.2308 23.0752
O 1.3108 2.2252 22.961
O 0.3705 10.0192 22.8997
O 1.755 7.8186 22.6188
O 5.5396 2.2387 22.796
O -0.0235 4.4832 22.8631
Si 6.2923 -0.7193 19.0358
Si 8.8821 0.5803 18.3638
Si 4.2363 1.4014 14.7121
Si 1.2913 5.3451 17.09
Si 8.156 2.8423 16.7493
Si 5.2828 6.0137 16.5626
Si 1.6754 9.3868 22.1618
Si 11.1527 3.056 15.8393
Si 3.9727 7.6655 11.4751
Si 8.1046 -5.5397 13.7734
Si 2.0612 0.8037 12.5973
Si 6.2903 3.2984 8.9826
Si 17.4765 7.4758 14.0396
Si 7.603 4.2226 21.4991
Si 6.8575 2.6581 13.8885
Si 4.1393 12.3749 19.3971
Si 6.8871 8.8279 21.6126
Si 3.7426 3.416 16.9593
Si 5.1769 9.3932 9.136
Si 3.0485 7.8068 17.1469
Si 11.7583 8.5576 8.6655
Si -2.4969 6.9331 21.1721
Si 11.8253 2.9585 8.4412
Si 1.3437 3.4206 11.1688
Si 1.9414 10.0259 19.0434
Si 16.7269 9.6388 16.0737
Si 7.4884 11.4116 9.73
Si 11.2969 -0.4534 13.7426
Si 11.4419 0.1288 16.7549
Si 3.913 4.8825 9.9799
Si 8.1409 5.6269 16.8852
Si 10.4383 5.7142 18.827
Si 9.9332 2.8811 20.0807
Si 1.2581 9.0624 11.6164
Si -0.0606 2.9229 22.4703
Si 4.8366 3.259 21.7711
Si 10.5013 3.7291 12.836
Si 9.0174 1.1094 12.2988
O 1.9104 6.7748 16.5611
O 8.5515 5.4457 15.3306
O -1.5298 4.1771 19.1397
O 8.5718 3.074 20.9313
O 4.9506 7.8104 12.7576
O 2.9822 0.3139 19.2455
O 5.2311 3.9203 10.0493
O -3.4028 -2.7187 20.8959
O 7.9126 -0.531 19.0109
O 2.5674 -2.2803 18.4315
O 6.777 6.4739 17.0035
O 8.1246 5.6612 21.0179
O 5.7709 -1.272 17.5835
O 5.5592 11.6142 19.3905
O 7.4023 13.5163 15.3842
O 7.0942 2.0586 9.6564
O 14.8689 0.6726 13.6549
O 5.3126 2.2467 13.8591
O 9.3997 6.2311 17.6847
O 7.0803 4.1882 13.4101
O 4.2934 6.8435 17.5273
O 5.9818 -1.658 20.3384
O 16.5627 -6.5008 16.6575
O -1.7418 2.4746 12.0136
O 7.6565 1.5735 13.021
O 6.0667 4.0223 21.0296
O 1.4862 9.6061 20.5582
O 0.3538 4.4384 16.1216
O 4.9354 0.2328 15.5932
O 4.351 8.725 10.3298
O 2.5255 4.3335 10.5817
O 0.4301 8.7103 10.259
O 9.7975 1.4437 19.3747
O 8.5662 11.2954 10.93
O 4.2212 6.2085 10.8352
O 12.2849 11.7143 13.4174
O 11.8482 1.6759 16.3751
O 9.8336 0.0426 13.2261
O 10.2928 -4.2409 20.1055
O 11.9074 4.1859 12.1625
O 7.8323 12.5171 17.663
O 13.6094 -0.4249 11.5356
O 14.015 7.9412 11.8698
O 17.6326 8.8167 14.9785
O 5.1278 6.3898 14.9891
O 6.1902 10.4406 9.865
O 11.8223 -1.7441 12.8808
O 7.2983 6.8083 13.5291
O 11.3327 2.8172 20.8866
O 11.4092 10.2226 15.3483
O 7.6976 4.1911 17.4788
O 12.4349 10.5123 17.9312
O 0.3743 5.7766 18.3475
O 0.3659 2.8569 10.0246
O 9.4762 5.0115 12.9541
O 3.6578 -2.0342 16.1049
O 3.9774 2.3752 20.7193
O -0.7667 3.0933 14.2746
O 2.1514 2.2187 11.865
O 4.1174 2.4346 18.1518
O 9.7344 3.0218 16.5718
O 9.9258 10.9055 17.3032
O 3.4614 2.4703 15.6638
O 2.4966 4.3276 17.4289

Results
free energy: -55958.377 eV
free energy less fixed offsets of O -447.96, Si -113.29 eV per atom: 2.443 eV
gap between the highest filled and lowest empty level on this k mesh: 1.487 eV

The program warned: the cutoff lies below the one the program advises for these potential files; the model core charge is not resolved on the grid; the forces do not sum to zero within the program's tolerance; the exchange-correlation potential is rough where the density is thin.
